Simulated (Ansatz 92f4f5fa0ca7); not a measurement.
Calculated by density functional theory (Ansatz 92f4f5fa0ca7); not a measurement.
Periodic cell of 215 atoms, Si132O82P1, from a study of silicon, its oxide and their interface. The atomic structure is a simulated model.
Doubt: the cutoff is far below the 930 eV that the study's wrapper takes by default for these files, so forces and energies are approximate.
This geometry differs little from another in the collection (a relaxation step or a small displacement).

Settings: functional PBE; potential files Ansatz PAW; basis plane waves; wave-function cutoff 580 eV; density cutoff ratio 5; exchange-correlation grid ratio 1; k mesh 1 x 1 x 1, Gamma-centred; self-consistency stop 5e-08 eV per atom in the density residual; occupations fixed; spin none; net charge +1 e, with a uniform compensating background and no finite-size correction.

Cell vectors (angstrom)
a, 10.938, 0, 0
b, 0, 10.938, 0
c, 0, 0, 31.5432

Atoms and the computed forces on them: element, x, y, z (angstrom), force x, y, z (eV/angstrom)
Si, 10.4364, 0.5729, 24.3391, -0.0002, 0.0019, 0.0178
Si, 6.045, 10.502, 24.1454, 0.0053, -0.0039, 0.0212
Si, 2.1299, 3.247, 24.0768, 0.0008, 0.0042, 0.0223
Si, 8.7021, 2.2563, 24.3055, 0.0019, -0.0054, 0.0209
Si, 0.5023, 5.0547, 24.1606, 0.0051, -0.0067, 0.023
Si, 5.0568, 5.8904, 24.1928, -0.004, 0.0075, 0.022
Si, 3.3944, 7.6512, 24.1629, 0.0031, -0.0049, 0.0207
Si, 7.8316, 8.8275, 23.9855, -0.0091, 0.0007, 0.0228
Si, 1.3419, 1.4837, 25.4562, 0.0042, -0.0059, -0.0104
Si, 6.9225, 1.2953, 25.5024, -0.0066, 0.0052, -0.0119
Si, 4.0265, 4.0967, 25.3241, 0.002, -0.0008, -0.0067
Si, 9.6718, 4.0939, 25.4202, -0.0028, 0.0057, -0.0112
Si, 1.4965, 6.813, 25.3729, -0.0027, 0.0035, -0.0084
Si, 6.9015, 6.9481, 25.2392, 0.0017, -0.004, -0.006
Si, 4.2328, 9.534, 25.3454, -0.0025, 0.0011, -0.0063
Si, 9.5252, 9.641, 25.4362, 0.0043, -0.0059, -0.0123
Si, 2.7806, 0.012, 26.6423, -0.0014, 0.0007, 0.0009
Si, 8.2266, -0.028, 26.9448, -0.0019, -0.0032, 0.0385
Si, 0.0175, 2.7694, 26.9168, 0.002, 0.0003, 0.0352
Si, 5.4501, 2.7287, 26.6658, -0.002, 0.0009, -0.0005
Si, 2.7611, 5.4365, 26.8338, 0.0064, 0.0012, 0.0233
Si, 8.2332, 5.5235, 26.628, -0.0029, 0.0023, 0.0012
Si, 0.0362, 8.2111, 26.6523, -0.0007, -0.0001, 0.0007
Si, 5.5583, 8.1982, 26.7894, 0.0001, -0.0033, 0.0186
Si, 4.1095, 1.3664, 28.0839, 0.0032, -0.0032, -0.0043
Si, 9.5958, 1.3712, 28.2388, -0.0005, 0.0033, -0.0204
Si, 1.3954, 4.1221, 28.235, -0.0097, 0.0019, -0.0152
Si, 6.842, 4.1307, 28.0126, -0.002, 0.0046, -0.0043
Si, 4.161, 6.8232, 28.1346, 0.0006, -0.0023, -0.0177
Si, 9.5981, 6.8507, 28.0651, 0.0017, -0.0023, -0.0059
Si, 1.3896, 9.5958, 28.0374, 0.0038, -0.0007, -0.0044
Si, 6.8483, 9.5345, 28.2381, 0.0083, 0.0083, -0.016
Si, 0.0511, -0.0204, 29.5236, -0.0031, 0.0049, 0.0051
Si, 5.4515, 0.0021, 29.501, -0.0003, -0.006, 0.0088
Si, 2.7632, 2.7169, 29.5328, -0.001, 0.0052, 0.0065
Si, 8.1719, 2.7724, 29.4696, 0.0054, -0.0047, 0.0086
Si, -0.0064, 5.5001, 29.5077, 0.0094, -0.0027, 0.0078
Si, 5.5116, 5.4482, 29.4894, -0.0026, 0.0053, 0.002
Si, 2.749, 8.2177, 29.4288, 0.0033, -0.0028, 0.0095
Si, 8.2459, 8.1686, 29.5389, -0.008, 0.0024, 0.0046
Si, 1.3917, 1.3581, 30.904, 0.0059, -0.0066, -0.0013
Si, 6.8194, 1.3814, 30.8355, -0.0066, 0.0055, -0.0035
Si, 4.1482, 4.0937, 30.885, 0.0061, -0.0052, -0.0013
Si, 9.5512, 4.1181, 30.8408, -0.0071, 0.0055, -0.0033
Si, 1.3817, 6.8838, 30.8337, -0.0063, 0.0038, -0.0026
Si, 6.8633, 6.7865, 30.8983, 0.0048, -0.0068, -0.0011
Si, 4.0692, 9.5698, 30.8504, -0.0036, 0.0055, -0.0043
Si, 9.6034, 9.5547, 30.8922, 0.0058, -0.006, -0.0004
Si, 2.7476, -0.0211, 0.723, 0.0054, -0.0042, 0.0061
Si, 8.1748, 0.0002, 0.655, -0.0034, 0.0053, 0.007
Si, -0.0253, 2.7542, 0.6659, -0.005, 0.0054, 0.0052
Si, 5.4802, 2.704, 0.7128, 0.0027, -0.0029, 0.0043
Si, 2.7247, 5.4879, 0.6635, -0.0045, 0.0062, 0.0021
Si, 8.2258, 5.4336, 0.7328, 0.0037, -0.0017, 0.0036
Si, 0.0291, 8.1831, 0.7167, 0.0066, -0.0051, 0.0065
Si, 5.4593, 8.2048, 0.6691, -0.0051, 0.0042, 0.0011
Si, 4.1179, 1.337, 2.0818, -0.0036, 0.0026, -0.0101
Si, 9.5222, 1.381, 2.028, 0.0042, -0.006, -0.0013
Si, 1.3237, 4.1415, 2.0562, 0.0048, -0.0072, -0.0019
Si, 6.8424, 4.0615, 2.073, -0.0028, 0.0023, -0.0106
P, 4.0763, 6.8599, 2.0275, 0.001, -0.0019, -0.008
Si, 9.6065, 6.8015, 2.077, -0.0059, 0.0064, -0.0057
Si, 1.386, 9.5465, 2.0798, -0.0043, 0.0032, -0.0085
Si, 6.8182, 9.5706, 2.0718, 0.0027, -0.0016, -0.0029
Si, -0.0546, -0.0106, 3.3506, 0.004, 0.0053, 0.0129
Si, 5.4715, -0.0142, 3.503, -0.002, 0.0019, 0.0023
Si, 2.6826, 2.7206, 3.3378, 0.0046, 0.0026, 0.0223
Si, 8.1838, 2.6914, 3.5134, -0.0027, -0.0009, 0.0014
Si, -0.0224, 5.4576, 3.5344, -0.0037, 0.0069, 0.005
Si, 5.4328, 5.4823, 3.3309, 0.0017, -0.0014, 0.0344
Si, 2.75, 8.187, 3.5003, -0.0035, 0.0004, -0.0074
Si, 8.2275, 8.1881, 3.3761, 0.0065, -0.009, 0.014
Si, 1.2791, 1.3708, 4.6792, -0.0048, -0.0015, -0.0318
Si, 6.8399, 1.3049, 4.9287, 0.001, -0.0016, 0.0007
Si, 4.0273, 4.131, 4.6452, -0.0051, -0.0029, -0.0352
Si, 9.5262, 4.0602, 4.9102, 0.004, 0.0005, -0.0013
Si, 1.3591, 6.8448, 4.9089, 0.0005, -0.0041, -0.0012
Si, 6.8224, 6.8249, 4.6829, -0.0036, 0.0004, -0.0257
Si, 4.1272, 9.5552, 4.9041, 0.0045, -0.0012, 0.0001
Si, 9.5641, 9.5699, 4.7557, -0.003, 0.002, -0.0196
Si, 2.6052, 0.0326, 6.0946, 0.0074, -0.0054, 0.0094
Si, 8.2239, -0.1316, 6.2822, -0.003, 0.0005, 0.007
Si, -0.0306, 2.6451, 6.2098, -0.0015, 0.0028, 0.0126
Si, 5.3695, 2.7832, 6.0538, -0.002, -0.0103, 0.0047
Si, 2.7467, 5.4268, 6.1711, 0, 0.007, 0.0085
Si, 8.077, 5.4389, 6.1735, 0.0034, 0.0007, 0.0046
Si, -0.0034, 8.3017, 6.2318, 0.0039, -0.004, -0.0005
Si, 5.5686, 8.1503, 6.1787, -0.0039, -0.0004, 0.0093
Si, 3.4688, 1.9362, 7.1669, 0.0027, 0.0069, -0.0216
Si, 10.0176, 0.8261, 7.4861, 0.0043, -0.0001, -0.0267
Si, 1.7571, 3.6463, 7.3658, 0.0048, -0.0087, -0.0324
Si, 6.2022, 4.5221, 7.3888, 0.0002, 0.0058, -0.0248
Si, 4.6387, 6.3088, 7.2788, -0.0017, 0, -0.0229
Si, 9.1635, 7.1865, 7.3263, -0.0111, 0.0058, -0.0218
Si, 0.89, 10.1547, 7.5257, -0.0074, 0.0019, -0.0239
Si, 7.4189, 8.8912, 7.5089, 0.005, -0.0018, -0.0319
O, 4.5841, 6.6086, 8.8982, -0.0099, 0.008, 0.0256
O, 1.379, 3.9613, 8.9475, -0.006, 0.0156, 0.0343
O, 9.7405, 6.5316, 8.7325, 0.0095, -0.007, 0.0336
O, 1.3038, 10.107, 9.1442, 0.0126, -0.0043, 0.0283
O, 6.0694, 4.206, 9.0163, 0.003, -0.0154, 0.0356
O, 3.7322, 1.6069, 8.744, 0.0174, -0.0135, 0.0464
O, 7.1496, 8.9627, 9.1499, -0.0092, 0.0149, 0.0386
O, 9.6474, 1.0688, 9.0796, -0.0138, 0.0054, 0.0302
O, 8.2349, 2.5365, 22.7544, -0.0111, 0.0078, -0.0286
O, 10.9935, 5.557, 22.6511, -0.0057, 0.0121, -0.0275
O, 5.6265, 0.1005, 22.6474, -0.0101, 0.0153, -0.0269
O, 5.2929, 5.4011, 22.6339, 0.0103, -0.0086, -0.0298
O, 2.1534, 2.7992, 22.4809, 0.0049, -0.014, -0.0292
O, 3.3273, 7.8577, 22.5184, -0.0106, 0.0072, -0.0258
O, 8.3854, 8.7426, 22.4162, 0.0141, -0.0029, -0.0264
O, -0.1573, 11.2273, 22.7609, 0.0111, -0.0101, -0.0253
Si, 2.1589, 2.9672, 12.8939, -0.0048, 0.0015, 0.0012
Si, 8.6826, 1.3081, 10.3729, -0.0037, -0.0033, -0.0118
Si, 1.0635, 4.4978, 15.3474, 0.0034, -0.0037, 0.0008
Si, 7.5444, 5.5799, 12.1999, -0.0053, -0.002, 0.0013
Si, 2.4164, 8.1814, 21.2078, 0.0039, -0.0078, 0.0076
Si, 5.4072, 7.7868, 12.4774, 0.0031, -0.0009, -0.0024
Si, 9.2692, 0.45, 15.5012, 0.0043, 0.0034, -0.0015
Si, 2.9162, -0.0388, 16.6628, 0.0046, -0.0001, 0.0046
Si, 10.4728, 1.1552, 12.6097, -0.0007, -0.0006, 0.003
Si, 7.7643, 2.831, 21.2341, 0.0015, -0.007, 0.0034
Si, 9.1279, 8.7803, 14.4578, 0.0046, -0.0039, 0.0026
Si, 1.4714, 4.7704, 10.3677, -0.0038, -0.0023, -0.0128
Si, 4.4863, 9.4834, 19.1348, 0.0012, 0.002, -0.0002
Si, 11.0758, 6.0989, 21.1131, 0.003, 0.0021, 0.0044
Si, 6.6174, 10.4453, 14.8484, 0.0003, -0.001, 0.007
Si, 5.3894, 0.7322, 21.1702, 0.0047, -0.0078, 0.0025
Si, 2.343, 9.8025, 10.3837, -0.0001, 0.0111, -0.0071
Si, 0.4328, 10.6333, 21.3843, -0.0081, 0.0056, 0.0011
Si, 5.8521, 5.2546, 21.1197, -0.0038, 0.0017, 0.0098
Si, 3.6366, 7.0829, 10.1158, 0.0053, -0.0062, -0.0106
Si, 9.043, 5.6818, 14.8408, -0.0046, -0.0027, 0.0004
Si, 3.6575, 4.084, 19.0881, 0.0009, -0.0062, 0.0032
Si, 10.0316, 3.6619, 19.321, -0.0028, 0.0033, -0.0016
Si, 4.2568, 8.6689, 15.3668, 0.0024, -0.0008, -0.0015
Si, 0.4553, 1.917, 17.161, -0.0018, 0.002, 0.0003
Si, 6.7949, 7.5329, 19.2442, 0.0019, 0.0024, -0.0032
Si, 5.2592, 3.6226, 16.7408, -0.001, -0.0015, 0.0007
Si, 7.7844, 5.0103, 17.5256, 0.0032, 0.0045, -0.0008
Si, 6.6613, 9.9215, 10.385, -0.0028, 0.0003, -0.019
Si, 4.3854, 1.0458, 10.0988, -0.003, 0.0082, -0.0192
Si, -0.0395, 9.0881, 11.8989, 0.0054, -0.0049, 0.0026
Si, 9.1042, 8.6327, 20.9352, -0.0003, 0.0046, 0.0034
Si, 4.5581, 1.6652, 14.582, -0.005, 0.0015, 0.0027
Si, 2.4479, 2.0842, 21.0402, -0.007, 0.0017, 0.0069
Si, 6.3327, 3.3339, 10.3746, -0.0001, 0.0042, -0.0132
Si, 3.4306, 5.9152, 16.73, 0.0006, -0.0021, 0.0017
Si, 9.8776, 6.536, 10.3545, 0.0038, -0.0064, -0.0103
O, 0.123, 2.6267, 18.5911, 0.0041, -0.0052, 0.0006
O, 2.9262, 9.634, 15.5873, -0.0009, -0.0009, -0.0041
O, 10.8614, 4.8038, 20.151, -0.0045, -0.0114, -0.0022
O, 7.5822, 2.4045, 9.9262, 0.0017, -0.0001, 0.0022
O, 10.926, 5.3454, 10.7988, -0.0023, 0.0004, -0.005
O, 6.5899, 6.7328, 12.856, 0.0004, 0.0014, -0.0073
O, 10.322, 8.0625, 10.7644, 0.0051, 0.0129, 0.0008
O, 7.6633, 9.4527, 13.9955, -0.0012, 0.0011, -0.0054
O, 8.4112, 6.2102, 10.9714, -0.0106, -0.0049, 0.0015
O, 5.3598, 10.4783, 20.0792, -0.005, -0.0091, -0.0001
O, 2.1701, 3.7355, 11.4325, 0.0049, -0.0113, 0.0082
O, 7.9758, 8.546, 19.759, -0.009, -0.0034, -0.0018
O, 6.2077, 6.7318, 20.5468, 0.0033, 0.0061, 0.001
O, 5.5135, 2.7146, 15.4099, 0.0003, 0.0007, -0.002
O, 1.3044, 0.9282, 20.7043, 0.0024, 0.0017, 0.006
O, 6.0408, 9.0498, 11.6204, -0.0082, -0.0114, 0.0035
O, 4.6183, 4.9872, 16.1109, -0.0017, 0.0015, -0.001
O, 6.5947, 3.9039, 17.6388, -0.0027, -0.002, 0.0022
O, 10.5261, 10.6683, 11.8055, -0.001, 0.0069, -0.0042
O, 5.5829, 0.4951, 13.9908, 0.0004, 0.0005, -0.0049
O, 8.0201, 5.0862, 15.9306, 0.0008, -0.0008, -0.0023
O, 9.737, 9.811, 15.5776, -0.0004, 0, 0
O, -0.3972, 5.1478, 15.1237, 0.0014, 0.0002, -0.0024
O, 1.5757, 6.8314, 20.8093, -0.001, -0.0005, 0.0069
O, 1.5047, 0.6387, 17.1851, 0.0001, 0, 0.0012
O, 6.5978, 1.7688, 20.8097, 0.0005, 0.0024, 0.0084
O, 1.0207, 1.7856, 12.8272, -0.0017, -0.0014, -0.006
O, 3.242, 5.4964, 18.3246, -0.0001, 0.0041, -0.0006
O, 9.5325, 2.0135, 11.5838, 0.01, -0.0002, 0.0026
O, 1.0141, 3.0988, 16.1847, 0, 0.0015, -0.0007
O, 8.5805, 5.1386, 13.3742, 0.0053, 0.0007, 0.0037
O, 10.2684, 8.5724, 13.3002, -0.0078, 0.0007, 0.0051
O, 1.4464, 9.3981, 21.6841, -0.0004, 0.0004, 0.0049
O, 10.0774, 9.9394, 20.6142, -0.0026, -0.0032, 0.0059
O, 3.1768, 0.2117, 10.8568, -0.0047, -0.0054, -0.0033
O, 5.0755, 2.3546, 10.8212, 0.0005, -0.0014, -0.0069
O, 1.7375, 4.1496, 13.9155, -0.0034, 0.0034, 0.003
O, 7.9152, 10.8671, 10.8551, 0.0002, 0.0037, -0.0073
O, 9.1331, 4.4687, 18.2348, -0.0049, 0.003, -0.0007
O, 5.6384, 9.4954, 15.7734, 0.0009, 0.0001, 0
O, 5.5345, -0.04, 9.7335, 0.005, -0.0013, 0.0039
O, 3.5987, 2.3073, 13.3928, 0.0044, -0.0022, -0.0019
O, 1.9777, 5.6448, 16.0481, -0.0013, -0.0004, -0.0031
O, 9.7174, 1.0443, 14.0417, -0.0036, -0.0032, 0.0051
O, 4.3784, 6.944, 11.5405, 0.0102, 0.0029, 0.0075
O, 4.751, 4.4865, 20.2188, -0.0101, -0.0042, -0.0027
O, 9.9554, 1.3362, 16.654, -0.0008, -0.0019, 0.0019
O, 6.6683, 4.3165, 11.6341, 0.0054, 0.0101, -0.0002
O, 5.585, 8.4053, 18.5764, -0.0011, 0.0004, 0.0035
O, 9.0772, 2.7368, 20.276, 0.009, 0.0041, -0.0014
O, 3.6043, 1.1344, 15.7836, -0.0005, -0.0015, -0.0009
O, 4.2169, 3.0758, 17.9037, 0.0044, 0.0012, -0.0028
O, 9.9213, 7.2222, 20.8951, 0.0001, -0.0008, 0.0073
O, 3.3412, 8.6557, 9.8027, -0.0025, 0.0012, -0.0016
O, 3.9342, 7.4246, 16.3761, -0.001, -0.0009, -0.0008
O, 7.6355, 0.4777, 15.6999, -0.0002, -0.0006, -0.0011
O, 8.9211, 7.2944, 15.0399, -0.0006, 0.0014, -0.0012
O, 3.9316, 1.438, 21.1512, 0.0027, 0.0005, 0.0079
O, 1.59, 9.135, 11.6855, -0.0105, -0.003, 0
O, 2.3253, 6.1385, 10.1448, 0.0004, 0.0002, -0.0039
O, 7.3515, 6.4588, 18.147, 0.0021, -0.0069, -0.0009
O, 7.2163, 4.3636, 21.1318, -0.0006, 0.0009, 0.0072
O, 4.5452, 8.2399, 13.7987, -0.0051, 0.0042, 0.0062
O, 3.338, 8.6597, 19.9627, 0.0106, 0.0061, -0.0046
O, 2.4921, 3.2404, 19.8745, 0.005, 0.0111, -0.0036
O, 3.7446, 10.3685, 17.9766, -0.0057, 0.0026, -0.0051

Results
free energy: -131310.880 eV
free energy less fixed offsets of O -568.88, P -755.39, Si -635.61 eV per atom: -6.810 eV

The program warned: the cutoff lies below the one the program advises for these potential files; the exchange-correlation potential is rough where the density is thin.
